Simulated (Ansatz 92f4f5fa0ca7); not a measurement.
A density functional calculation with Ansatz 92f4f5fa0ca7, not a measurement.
Periodic cell of 215 atoms, Si132O82B1, from a study of silicon, its oxide and their interface. The atomic structure is a simulated model.
Doubt: the cutoff is far below the 930 eV that the study's wrapper takes by default for these files, so forces and energies are approximate.
This geometry differs little from another in the collection (a relaxation step or a small displacement).

Settings
functional: PBE
potential files: Ansatz PAW
basis: plane waves
wave-function cutoff: 580 eV
density cutoff ratio: 5
exchange-correlation grid ratio: 1
k mesh: 1 x 1 x 1, Gamma-centred
self-consistency stop: 5e-08 eV per atom in the density residual
occupations: fixed
spin: none
net charge: -1 e, with a uniform compensating background and no finite-size correction

Cell vectors (angstrom)
a  10.938  0  0
b  0  10.938  0
c  0  0  31.5432

Atoms: element, x, y, z (angstrom)
Si  10.4351  0.5743  24.3709
Si  6.0405  10.5011  24.1761
Si  2.1325  3.2503  24.1088
Si  8.7033  2.2576  24.3355
Si  0.503  5.0525  24.1899
Si  5.0512  5.8936  24.2246
Si  3.392  7.652  24.1938
Si  7.8258  8.8278  24.0205
Si  1.3431  1.4841  25.4819
Si  6.9153  1.3014  25.5233
Si  4.0252  4.0995  25.358
Si  9.6675  4.0992  25.447
Si  1.4907  6.8157  25.3997
Si  6.8983  6.9471  25.2722
Si  4.2289  9.5357  25.3764
Si  9.5239  9.641  25.4631
Si  2.7796  0.0163  26.6799
Si  8.2174  -0.0271  26.972
Si  0.0176  2.7744  26.9458
Si  5.4461  2.7291  26.7031
Si  2.7577  5.442  26.8695
Si  8.2324  5.5265  26.666
Si  0.0302  8.2112  26.689
Si  5.5514  8.1968  26.8265
Si  4.1069  1.369  28.1296
Si  9.5909  1.3743  28.2623
Si  1.3908  4.1261  28.2713
Si  6.8314  4.1409  28.0482
Si  4.1557  6.825  28.18
Si  9.5941  6.8532  28.1112
Si  1.3927  9.5918  28.0708
Si  6.8434  9.5377  28.2735
Si  0.0473  -0.0174  29.5468
Si  5.4365  -0.0116  29.5465
Si  2.7719  2.7391  29.5773
Si  8.1683  2.7761  29.495
Si  0.0068  5.5144  29.5531
Si  5.5079  5.4509  29.5406
Si  2.7435  8.2219  29.4805
Si  8.2227  8.1605  29.5836
Si  1.3931  1.3626  30.9235
Si  6.81  1.3859  30.8576
Si  4.111  4.1427  30.9535
Si  9.5467  4.1277  30.8628
Si  1.4202  6.8542  30.8996
Si  6.8125  6.824  30.9662
Si  4.0981  9.5299  30.9152
Si  9.5984  9.5528  30.9123
Si  2.7438  -0.0334  0.7298
Si  8.1568  -0.0101  0.6729
Si  -0.0139  2.7733  0.6838
Si  5.4762  2.7259  0.7242
Si  2.868  5.6456  0.8289
Si  8.2036  5.4383  0.7425
Si  0.04  8.1868  0.7251
Si  5.3008  8.062  0.8341
Si  4.1143  1.3389  2.0791
Si  9.52  1.3837  2.0272
Si  1.3672  4.1883  2.0249
Si  6.7898  4.1158  2.105
B  4.0756  6.8602  2.0283
Si  9.6013  6.8054  2.0752
Si  1.4261  9.5066  2.104
Si  6.7707  9.5292  2.0402
Si  -0.0408  -0.0239  3.3284
Si  5.4686  -0.0295  3.492
Si  2.682  2.7385  3.3269
Si  8.1655  2.7103  3.4927
Si  -0.0066  5.4615  3.5203
Si  5.2846  5.6365  3.1641
Si  2.8982  8.038  3.3171
Si  8.2059  8.1878  3.3666
Si  1.2821  1.3704  4.656
Si  6.835  1.3077  4.9037
Si  4.0671  4.1712  4.5705
Si  9.5274  4.0659  4.8843
Si  1.4104  6.8805  4.825
Si  6.7748  6.7903  4.6141
Si  4.0919  9.5032  4.8261
Si  9.5627  9.5669  4.7309
Si  2.6197  0.0129  6.0521
Si  8.2215  -0.1275  6.2584
Si  -0.0303  2.6505  6.1869
Si  5.3642  2.7996  6.0056
Si  2.7474  5.427  6.1073
Si  8.0645  5.4499  6.1226
Si  0.0171  8.2864  6.1814
Si  5.5646  8.149  6.13
Si  3.4752  1.9301  7.1101
Si  10.0246  0.824  7.4499
Si  1.7767  3.6488  7.3147
Si  6.2009  4.5308  7.3461
Si  4.631  6.3064  7.2277
Si  9.1636  7.191  7.27
Si  0.8917  10.1486  7.4755
Si  7.4122  8.8852  7.4625
O  4.5559  6.5891  8.8663
O  1.4224  3.9679  8.9219
O  9.7237  6.5391  8.7046
O  1.3001  10.0961  9.1182
O  6.0795  4.2186  8.9953
O  3.7491  1.6147  8.7041
O  7.1497  8.954  9.1264
O  9.6611  1.0697  9.0632
O  8.2516  2.5357  22.7647
O  11.0009  5.5416  22.6584
O  5.6186  0.0876  22.6588
O  5.2821  5.4027  22.6485
O  2.1627  2.8093  22.4941
O  3.3255  7.857  22.5341
O  8.3768  8.7409  22.4322
O  -0.1584  11.229  22.7799
Si  2.1535  2.9624  12.8727
Si  8.6871  1.3054  10.3372
Si  1.0601  4.4891  15.3398
Si  7.5431  5.576  12.1779
Si  2.4186  8.1795  21.2308
Si  5.4178  7.7892  12.4445
Si  9.2781  0.4466  15.4854
Si  2.9239  -0.0474  16.6641
Si  10.4672  1.1511  12.589
Si  7.765  2.8279  21.2585
Si  9.1447  8.7768  14.4339
Si  1.4746  4.7705  10.3322
Si  4.4867  9.4799  19.1512
Si  11.0769  6.0966  21.1346
Si  6.6258  10.438  14.8366
Si  5.3896  0.7276  21.1934
Si  2.3444  9.8117  10.3435
Si  0.4293  10.6384  21.4095
Si  5.8467  5.2546  21.1461
Si  3.6395  7.0808  10.0857
Si  9.0389  5.6801  14.8281
Si  3.6579  4.0827  19.0973
Si  10.0283  3.6641  19.3296
Si  4.2651  8.6603  15.3463
Si  0.456  1.9124  17.1653
Si  6.7989  7.5313  19.2634
Si  5.258  3.6185  16.7409
Si  7.7862  5.0146  17.5278
Si  6.6696  9.9177  10.3473
Si  4.3858  1.055  10.0557
Si  -0.0278  9.08  11.8721
Si  9.1022  8.6322  20.9656
Si  4.5563  1.6613  14.5756
Si  2.4478  2.089  21.0644
Si  6.3298  3.3414  10.3379
Si  3.4274  5.9093  16.7234
Si  9.8776  6.5287  10.3118
O  0.1152  2.6224  18.5926
O  2.9361  9.6287  15.5827
O  10.858  4.8106  20.1487
O  7.5856  2.408  9.9182
O  10.9188  5.3301  10.7618
O  6.5961  6.7339  12.8458
O  10.3307  8.0489  10.7538
O  7.6762  9.452  13.9849
O  8.4219  6.2107  10.9686
O  5.3587  10.4843  20.0825
O  2.1596  3.7363  11.4251
O  7.982  8.5416  19.7719
O  6.2112  6.7277  20.5592
O  5.5114  2.7092  15.4105
O  1.3028  0.9332  20.7194
O  6.0572  9.0562  11.6088
O  4.6134  4.9788  16.1053
O  6.5971  3.905  17.6306
O  10.5143  10.6565  11.8099
O  5.5865  0.4926  13.9916
O  8.0202  5.1012  15.933
O  9.7511  9.8088  15.5578
O  -0.4028  5.1364  15.1186
O  1.573  6.8348  20.8139
O  1.5113  0.6359  17.1844
O  6.5991  1.7648  20.8253
O  1.0175  1.7777  12.8223
O  3.2387  5.4902  18.3169
O  9.5315  2.007  11.5673
O  1.013  3.0972  16.191
O  8.5679  5.1314  13.3714
O  10.2866  8.5622  13.2856
O  1.4484  9.4025  21.6859
O  10.0766  9.9381  20.6316
O  3.1755  0.2234  10.825
O  5.0757  2.3591  10.7988
O  1.7365  4.1348  13.9146
O  7.9191  10.867  10.8334
O  9.1348  4.4651  18.2298
O  5.6479  9.4843  15.7614
O  5.5368  -0.0386  9.7233
O  3.5931  2.3025  13.3937
O  1.9738  5.6401  16.04
O  9.7181  1.0542  14.0335
O  4.3969  6.9428  11.5125
O  4.7522  4.4985  20.2178
O  9.9619  1.3238  16.6492
O  6.6673  4.3147  11.6181
O  5.588  8.4025  18.5899
O  9.0676  2.7424  20.2762
O  3.6115  1.1267  15.7857
O  4.2208  3.0759  17.9085
O  9.9213  7.2205  20.9093
O  3.3563  8.6605  9.8003
O  3.9358  7.4158  16.3587
O  7.6438  0.4677  15.694
O  8.9334  7.2947  15.0286
O  3.9334  1.4396  21.1493
O  1.597  9.152  11.6647
O  2.315  6.1561  10.1801
O  7.3511  6.4579  18.1573
O  7.2083  4.3583  21.1418
O  4.5542  8.2373  13.7808
O  3.3393  8.6562  19.9751
O  2.4939  3.2382  19.8801
O  3.7457  10.3545  17.9779

Results
free energy: -130700.179 eV
free energy less fixed offsets of B -154.04, O -568.88, Si -635.61 eV per atom: 2.541 eV

Forces (eV/angstrom), in the order of the atoms: element, x, y, z
Si  -0.0031  0.0034  0.0057
Si  0.0019  -0.0018  0.0056
Si  -0.0018  0.0029  0.0054
Si  0.0014  -0.0028  0.0054
Si  0.0027  -0.002  0.0052
Si  -0.0017  0.0011  0.0043
Si  -0.0006  -0.0019  0.0053
Si  -0.0029  -0.0004  0.0054
Si  0.0009  0.0011  0.0026
Si  -0.0005  -0.0008  0.0021
Si  -0.0013  -0.0021  0.0002
Si  0.0004  0.0007  0.0011
Si  -0.0008  -0.0007  0.0001
Si  0.0018  0.001  -0.0006
Si  0.0002  0.0007  -0.0001
Si  -0.0024  -0.0013  0.0032
Si  -0.0003  -0.0005  -0.0079
Si  0.0017  0.0012  0.0117
Si  -0.0003  -0.0007  0.0119
Si  0.002  -0.0003  -0.0072
Si  -0.0017  0.0001  0.0068
Si  0.0014  -0.0014  -0.008
Si  0.0031  0.0026  -0.0074
Si  0.0017  0.0026  0.0048
Si  -0.0024  0.0026  0.0044
Si  -0.0005  -0.0007  -0.0216
Si  -0.0001  -0.0048  -0.022
Si  -0.0008  -0.0019  0.0106
Si  -0.0048  0.0011  -0.002
Si  -0.0021  0.0022  0.0056
Si  -0.0031  -0.0003  0.0094
Si  0.0061  0.0044  -0.0208
Si  0.0037  -0.004  0.0008
Si  -0.0021  0.0009  0.0031
Si  0.0037  -0.0024  0.0029
Si  -0.0032  0.0033  -0.0023
Si  -0.002  0.0021  0.0032
Si  0.0038  -0.0039  -0.0041
Si  -0.0007  0.0015  -0.0071
Si  0.0029  -0.0052  0.0029
Si  -0.0011  -0.0009  0.0001
Si  0.0011  0.0022  0.0021
Si  -0.0028  0.0003  -0.0011
Si  -0.0014  -0.0007  0.0017
Si  0.0013  0.001  0.0014
Si  -0.0006  0.0032  -0.0008
Si  -0.0011  -0.0022  0.0017
Si  0.0015  0.0021  0.0001
Si  -0.0014  0.0029  -0.0027
Si  -0.0005  -0.0032  0.0036
Si  0.0019  0  0.0035
Si  0.0002  -0.0012  -0.0015
Si  0.0217  0.0116  0.0307
Si  0.0013  -0.001  -0.0009
Si  -0.0021  0.002  -0.0024
Si  -0.0163  -0.0236  0.0325
Si  0.0035  -0.0019  0.0036
Si  -0.004  0.0052  -0.0096
Si  -0.0055  0.004  -0.0042
Si  -0.0027  0.0033  -0.0007
B  -0.0368  0.0442  -0.0952
Si  0.0042  -0.005  0.0032
Si  0.0007  -0.0022  -0.0062
Si  0.001  0.002  -0.0032
Si  0.0081  0.0006  0.0217
Si  0.002  0.0027  -0.0064
Si  0.0004  0.0005  0.0161
Si  0.0032  0.0018  0.0003
Si  -0.0004  -0.0033  -0.0092
Si  0.0344  -0.0365  0.0392
Si  0.005  -0.006  0.0123
Si  -0.0073  0.0024  0.0079
Si  -0.0009  0.0018  -0.0046
Si  -0.0029  0.0001  0.005
Si  -0.0034  -0.0043  -0.0046
Si  -0.0019  -0.0009  0.0075
Si  0.0025  0.006  0.0035
Si  0.0028  0.0018  -0.0049
Si  -0.0063  -0.0011  0.0048
Si  -0.0007  0.0002  -0.0026
Si  0.0008  -0.0014  -0.0006
Si  0.0006  -0.0001  -0.0023
Si  0.0012  0.0005  -0.0034
Si  0.0031  0.0001  -0.0038
Si  -0.0038  -0.0042  -0.0002
Si  0.0001  -0.0054  -0.0019
Si  -0.0006  -0.0001  0.0004
Si  0.0032  0.005  0.0011
Si  -0.0086  0.007  -0.0014
Si  0.0036  -0.0025  -0.0057
Si  0.0047  -0.0008  -0.0092
Si  -0.0015  0.0051  -0.0056
Si  0.0058  -0.0076  -0.0039
Si  -0.0023  0.0027  -0.0051
Si  -0.0043  0.0028  -0.0078
Si  -0.0006  -0.0039  -0.0084
O  -0.003  0.0019  0.0053
O  -0.0011  0.0019  0.0081
O  0.0016  0.0004  0.005
O  0.003  -0.0015  0.0071
O  0.0005  -0.0044  0.0093
O  0.0076  -0.005  0.0102
O  -0.0019  0.0056  0.0106
O  -0.0033  0.0016  0.0066
O  -0.0009  0.0011  -0.0051
O  -0.0009  0.0011  -0.005
O  -0.0016  0.0014  -0.0051
O  0.001  -0.0008  -0.0038
O  0.0012  -0.0024  -0.0066
O  -0.0013  0.0016  -0.0059
O  0.0018  -0.0004  -0.0055
O  0.0016  -0.0012  -0.0039
Si  -0.0004  -0.001  -0.0027
Si  -0.0006  0.0008  -0.0063
Si  0.0006  -0.0005  -0.0009
Si  -0.001  0.0007  -0.0039
Si  0.0012  -0.0008  0.0044
Si  0.0003  -0.0002  -0.0032
Si  0.0002  0.0007  -0.0008
Si  0.0001  0.0003  0.0012
Si  0.0014  -0.0002  -0.0027
Si  0.0006  -0.0009  0.0055
Si  -0.0003  -0.0004  -0.002
Si  0.0004  -0.002  -0.0072
Si  -0.0001  0  0.0033
Si  -0.0003  -0.0004  0.0052
Si  0.0002  0.0001  -0.0012
Si  0  -0.0007  0.0053
Si  -0.0029  0.0006  -0.0046
Si  -0.001  0.0001  0.0042
Si  -0.0005  0.0004  0.0041
Si  0  -0.0038  -0.0027
Si  0  -0.0001  -0.0019
Si  -0.0005  -0.0002  0.0035
Si  0  0.0003  0.0031
Si  -0.0002  0.0004  -0.0003
Si  0  -0.0002  0.0013
Si  0.0005  0.0005  0.0028
Si  0  -0.0004  0.0006
Si  0.0002  0.0002  0.0022
Si  0.0017  -0.0021  -0.007
Si  0.0001  0.005  -0.012
Si  0.0003  0.0022  -0.0037
Si  -0.0011  -0.0001  0.0048
Si  -0.0006  0  -0.0014
Si  -0.0003  0.0012  0.0056
Si  0.002  0.0014  -0.0074
Si  -0.0002  -0.0005  0.0011
Si  -0.0002  -0.0016  -0.0057
O  0  -0.0001  -0.0015
O  0.0004  -0.0008  -0.0001
O  -0.0001  -0.0001  -0.0018
O  0  0.0014  0.0063
O  -0.0007  0.0006  0.0018
O  0.0013  -0.0008  0.0004
O  0.0012  0.0015  0.0032
O  0.0001  -0.0001  0.0014
O  -0.0007  -0.0006  0.0035
O  -0.0001  0.0003  -0.0016
O  0  0.0006  0.0027
O  -0.0001  -0.0003  -0.0018
O  0  -0.0005  -0.0017
O  -0.0001  -0.0001  0.0006
O  -0.0005  -0.0007  -0.0019
O  -0.0006  0.0006  0.0007
O  -0.0006  0.0005  0.0002
O  0.0001  0.0001  -0.0011
O  0.0006  -0.002  0.0033
O  0.0001  -0.0002  0.0013
O  -0.0002  -0.0001  -0.0001
O  0  -0.0003  0.0001
O  0.0004  0.0002  0.0004
O  0  0.0002  -0.002
O  -0.0002  0.0002  -0.0007
O  0.0002  0.0002  -0.002
O  -0.0018  -0.0009  0.0018
O  0.0004  -0.0003  -0.0016
O  -0.0009  -0.0015  0.0011
O  0.0001  0.0004  -0.0003
O  -0.001  0.0009  0.001
O  -0.0002  0.0006  0.0011
O  0.0004  -0.0001  -0.0018
O  0.0009  0.0006  -0.0021
O  0.0008  -0.0001  0.001
O  -0.0006  -0.0047  -0.002
O  -0.0005  -0.0007  0.0017
O  -0.002  0.0016  0.0004
O  -0.0002  -0.0001  -0.0013
O  -0.0002  -0.0006  0.0002
O  -0.0024  0.0028  0.004
O  -0.0012  0.0005  0.001
O  -0.0003  -0.0007  -0.0008
O  0.0008  0.0002  0
O  -0.0002  0.0011  0.0011
O  0.0004  0.0004  -0.0013
O  -0.0002  -0.0003  -0.0004
O  0  -0.0009  0.0006
O  0  -0.0001  -0.0013
O  -0.0002  0  -0.0019
O  0.0003  0.0001  0.0001
O  -0.0002  0.0006  -0.001
O  -0.0001  0.0004  -0.002
O  -0.0004  0.0013  0.0027
O  -0.0001  0.0002  -0.0009
O  0  -0.0003  0.0001
O  0.0002  0.0005  0.0004
O  0.0002  0.0001  -0.0024
O  -0.0027  0.0008  0.0015
O  0.0014  0.0008  0.0031
O  -0.0002  -0.0003  -0.0009
O  -0.0006  0.0004  -0.0024
O  -0.0001  0  0.0009
O  -0.0004  0.0001  -0.0014
O  0.0002  0  -0.002
O  0  -0.0002  -0.0012

The program warned: the cutoff lies below the one the program advises for these potential files; the exchange-correlation potential is rough where the density is thin.
